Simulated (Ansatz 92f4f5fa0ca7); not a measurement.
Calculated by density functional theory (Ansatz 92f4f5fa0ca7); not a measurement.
Periodic cell of 294 atoms, Si196O98, from a study of silicon, its oxide and their interface. The atomic structure is a simulated model.
Doubt: the cutoff is far below the 930 eV that the study's wrapper takes by default for these files, so forces and energies are approximate.

Settings: functional PBE; potential files Ansatz PAW; basis plane waves; wave-function cutoff 580 eV; density cutoff ratio 5; exchange-correlation grid ratio 1; k mesh 1 x 1 x 1, Gamma-centred; self-consistency stop 5e-08 eV per atom in the density residual; occupations fixed; spin none; net charge 0.

Cell vectors (angstrom)
a	11.6015	0	0
b	0	10.938	0
c	0	0	41.1863

Atoms and the computed forces on them: element, x, y, z (angstrom), force x, y, z (eV/angstrom)
Si	0	0	0.9665	0.0083	0.0587	-0.0062
Si	3.8672	0	0.9665	-0.0063	0.0537	-0.0058
Si	7.7343	0	0.9665	0.0014	0.0723	-0.0042
Si	1.9336	1.3673	0.9665	0.0032	-0.0418	0.0062
Si	5.8008	1.3673	0.9665	-0.0045	-0.0213	0.0067
Si	9.6679	1.3673	0.9665	-0.0014	-0.0301	-0.0105
Si	0	5.469	0.9665	-0.0015	0.0364	-0.015
Si	3.8672	5.469	0.9665	-0.0003	0.029	0.0121
Si	7.7343	5.469	0.9665	-0.0019	0.0103	-0.0044
Si	1.9336	6.8362	0.9665	0.003	-0.0605	0.0051
Si	5.8008	6.8362	0.9665	0.0015	-0.0305	0.0198
Si	9.6679	6.8362	0.9665	-0.0002	-0.0223	-0.0077
Si	1.9336	2.7345	40.2192	-0.0024	0.0546	-0.0178
Si	5.8008	2.7345	40.2192	0.0066	0.0182	-0.0019
Si	9.6679	2.7345	40.2192	0.01	0.0669	-0.0426
Si	0	4.1018	40.2192	0.0089	-0.0456	0.0048
Si	3.8672	4.1018	40.2192	-0.0016	0.0127	0.0486
Si	7.7343	4.1018	40.2192	0.0017	-0.0001	0.0215
Si	1.9336	8.2035	40.2192	0.0022	0.0439	0.0197
Si	5.8008	8.2035	40.2192	-0.0038	-0.0171	0.033
Si	9.6679	8.2035	40.2192	0.0186	0.0227	0.0012
Si	0	9.5708	40.2192	0.007	-0.0724	-0.024
Si	3.8672	9.5708	40.2192	0.0069	-0.0725	-0.0232
Si	7.7343	9.5708	40.2192	0.0073	-0.0916	-0.0318
Si	0	0	4.8337	0.0362	0.0754	0.038
Si	3.8672	0	4.8337	-0.0405	0.0202	-0.0269
Si	7.7343	0	4.8337	-0.0809	0.1395	0.085
Si	1.9336	1.3673	4.8337	0.0392	-0.1272	-0.0534
Si	5.8008	1.3673	4.8337	-0.0214	-0.0946	-0.0569
Si	9.6679	1.3673	4.8337	-0.0019	-0.1524	-0.1935
Si	0	5.469	4.8337	-0.0013	0.0003	-0.1442
Si	3.8672	5.469	4.8337	0.0445	-0.029	0.061
Si	7.7343	5.469	4.8337	-0.032	0.0479	-0.0812
Si	1.9336	6.8362	4.8337	-0.0231	-0.0719	0.1172
Si	5.8008	6.8362	4.8337	-0.0599	-0.0362	0.079
Si	9.6679	6.8362	4.8337	0.0016	-0.0237	-0.074
Si	1.9336	2.7345	2.9001	0	0.0586	0.0166
Si	5.8008	2.7345	2.9001	-0.0194	0.0425	0.0285
Si	9.6679	2.7345	2.9001	0.0033	0.01	-0.0089
Si	0	4.1018	2.9001	-0.0031	0.0025	-0.0394
Si	3.8672	4.1018	2.9001	-0.0063	-0.0361	-0.0125
Si	7.7343	4.1018	2.9001	-0.0091	0.004	-0.0273
Si	1.9336	8.2035	2.9001	0.0068	0.0606	-0.011
Si	5.8008	8.2035	2.9001	-0.0144	0.0419	-0.0021
Si	9.6679	8.2035	2.9001	0.0032	-0.006	-0.0345
Si	0	9.5708	2.9001	-0.0034	-0.0741	0.0372
Si	3.8672	9.5708	2.9001	0.0039	-0.0556	0.0225
Si	7.7343	9.5708	2.9001	-0.0064	-0.0893	0.0396
Si	0.0579	0.0844	30.4939	-0.0573	-0.2774	-0.2349
Si	1.9414	1.4873	30.521	0.0144	0.324	-0.1451
Si	7.7937	-0.0279	30.3428	-0.0417	-0.3926	-0.6502
Si	3.9889	0.468	30.2067	0.1359	-0.1895	-0.4244
Si	6.0195	1.5552	30.5108	-0.0436	0.327	-0.1759
Si	9.6872	1.387	30.4523	0.0504	0.3632	-0.2629
Si	0.4395	5.5836	30.4086	0.4452	-0.2519	-0.2477
Si	4.0277	5.4515	30.7737	0.2516	-0.5518	-0.0547
Si	7.3509	6.0851	28.9626	-0.3915	0.2623	0.3093
Si	2.2947	7.0201	30.6101	0.1504	0.5933	-0.5494
Si	6.3258	6.0758	31.0678	-0.0969	0.1145	0.1373
Si	10.08	6.628	29.7887	-0.2715	0.1067	-0.4963
Si	1.8858	2.7629	32.5034	-0.022	0.2109	0.1162
Si	5.8509	2.7393	32.56	-0.1257	0.1207	0.1578
Si	9.5957	2.9422	32.275	-0.1687	0.1184	0.2823
Si	0.0236	4.2406	32.35	-0.0804	-0.2709	0.2669
Si	3.8709	4.0534	32.6251	-0.2069	-0.1635	0.0661
Si	7.5454	4.3607	32.4443	0.1049	-0.1383	-0.0971
Si	2.0458	8.2942	32.5246	-0.0799	0.0054	0.3053
Si	6.0287	8.0305	32.5093	0.0993	-0.2662	-0.0341
Si	9.7358	8.2403	32.4936	-0.1809	0.1084	-0.1189
Si	0.0769	9.6185	32.3994	0.1396	-0.0788	0.2842
Si	4.0994	9.3975	32.5141	-0.1142	-0.1721	-0.1509
Si	7.8237	9.5911	32.3478	-0.1749	0.1177	0.4217
Si	-0.0122	0.0325	34.363	-0.0313	0.107	-0.0255
Si	3.9322	0.0023	34.3667	0.1146	0.0351	-0.1355
Si	7.7744	0.0212	34.3362	0.1137	0.1055	-0.0524
Si	1.9521	1.3509	34.4107	-0.1069	-0.1345	-0.2604
Si	5.8477	1.3721	34.4614	0.0119	-0.0886	-0.1119
Si	9.6685	1.4875	34.2879	-0.0883	-0.0211	-0.1172
Si	0.0137	5.4964	34.3875	0.0268	0.0738	-0.1153
Si	3.918	5.4955	34.4887	-0.0458	0.0868	-0.0463
Si	7.7755	5.4707	34.4968	-0.0289	0.1642	-0.0322
Si	1.9569	6.856	34.4165	0.0973	-0.1533	-0.0219
Si	5.8818	6.8535	34.5319	-0.048	-0.1823	0.0147
Si	9.6894	6.8697	34.436	0.0821	-0.1094	-0.0302
Si	1.9492	2.7257	36.3462	-0.013	0.0631	-0.0229
Si	5.8197	2.7424	36.3773	0.0705	0.0784	-0.0461
Si	9.6949	2.7218	36.3322	-0.0081	0.0013	-0.0791
Si	0.0163	4.1073	36.3272	0.0095	-0.0489	-0.0561
Si	3.8788	4.0955	36.3817	0.0311	0.0167	-0.0705
Si	7.77	4.0817	36.3814	-0.0009	-0.0602	0.0347
Si	1.9352	8.2234	36.3529	0.0205	0.069	-0.0988
Si	5.8175	8.2593	36.3952	0.0082	0.028	0.0018
Si	9.6846	8.2164	36.3629	-0.0096	0.1359	0.0347
Si	-0.0002	9.601	36.328	-0.0697	-0.0354	-0.0202
Si	3.8699	9.601	36.3319	-0.0021	-0.162	0.0089
Si	7.7676	9.607	36.321	0.0139	-0.054	-0.0492
Si	0	0	38.2856	-0.006	0.0865	-0.0407
Si	3.8672	0	38.2856	-0.0294	0.1414	-0.0569
Si	7.7343	0	38.2856	0.053	0.143	-0.1135
Si	1.9336	1.3673	38.2856	-0.0086	-0.0428	0.0284
Si	5.8008	1.3673	38.2856	0.0258	-0.0793	0.1205
Si	9.6679	1.3673	38.2856	0.0669	-0.0696	-0.0812
Si	0	5.469	38.2856	0.0253	0.0061	-0.1339
Si	3.8672	5.469	38.2856	-0.0025	0.0539	0.1369
Si	7.7343	5.469	38.2856	0.047	0.0568	0.0678
Si	1.9336	6.8362	38.2856	-0.0249	0.0296	-0.0391
Si	5.8008	6.8362	38.2856	0.0367	0.057	0.0734
Si	9.6679	6.8362	38.2856	-0.005	-0.0219	0.016
Si	1.9378	2.71	6.7711	0.0309	0.0858	0.0038
Si	5.7939	2.6981	6.7791	0.0533	0.0173	0.019
Si	9.6519	2.7171	6.7422	-0.0156	0.0393	-0.0341
Si	0.0023	4.0646	6.7247	-0.0236	-0.0849	0.0244
Si	3.865	4.0928	6.7772	-0.0092	-0.0897	0.0881
Si	7.7175	4.0635	6.7225	0.0334	-0.0555	0.0426
Si	1.9273	8.185	6.79	-0.0413	0.1363	0.0089
Si	5.775	8.2016	6.78	-0.0058	0.0999	0.0837
Si	9.6446	8.2442	6.7258	-0.0097	0.0981	0.0677
Si	0.0061	9.5812	6.7809	-0.0267	-0.1668	0.0104
Si	3.8409	9.5863	6.7803	-0.0351	-0.0763	0.0493
Si	7.701	9.577	6.7777	-0.0291	-0.0856	0.0313
Si	-0.021	0.0199	8.7206	-0.0811	0.1136	0.1405
Si	3.8437	-0.005	8.7422	0.12	0.0746	0.0734
Si	7.7241	-0.1144	8.8034	0.0672	0.0238	-0.002
Si	1.8828	1.4439	8.7717	0.0448	-0.065	0.1745
Si	5.7932	1.3146	8.7194	-0.0241	-0.0113	0.0677
Si	9.6119	1.2939	8.6225	-0.0438	0.0049	0.0542
Si	-0.0662	5.4841	8.5804	-0.1014	0.1234	-0.109
Si	3.8609	5.4601	8.7206	-0.0537	0.0209	-0.0066
Si	7.7192	5.4268	8.626	-0.0855	-0.0423	0.121
Si	1.9062	6.8034	8.7281	0.0032	-0.0781	0.2033
Si	5.8114	6.7896	8.696	0.0625	-0.1441	-0.0055
Si	9.6215	6.825	8.5861	0.065	-0.138	-0.0973
Si	1.6817	3.0434	10.6075	-0.015	0.2184	-0.1232
Si	5.6549	2.6868	10.6378	0.1354	-0.1608	0.168
Si	9.5206	2.6747	10.4873	-0.1559	-0.089	0.0249
Si	-0.3475	4.282	10.5446	0.0595	0.0699	0.1551
Si	3.7906	4.1835	10.7115	0.0878	0.02	0.0404
Si	7.6185	4.0635	10.5684	-0.1806	0.0154	-0.1514
Si	1.9708	8.2909	10.6002	-0.0114	-0.0878	-0.0386
Si	5.9581	7.9596	10.7443	-0.0617	0.2073	-0.1871
Si	9.8427	7.9104	10.6408	-0.1109	-0.2156	0.0836
Si	-0.0257	9.4816	10.5817	0.1358	-0.0282	0.0647
Si	4.0593	9.4045	10.5651	0.1852	0.0393	-0.1728
Si	7.8724	9.328	10.7593	0.0213	-0.1002	-0.1183
Si	-0.3326	0.4178	13.1102	-0.3202	0.567	0.3905
Si	3.6209	-0.4714	12.5697	0.1214	-0.1302	-0.1418
Si	7.7026	-0.2343	12.6588	-0.1444	-0.2047	0.1944
Si	1.4742	1.7305	12.4857	0.1731	0.2146	0.1007
Si	5.9844	1.3336	12.6482	-0.4989	0.3882	0.0347
Si	9.2768	1.4968	12.542	0.1961	0.1287	-0.0002
Si	0.1782	6.1032	14.0577	-0.1915	-0.1505	-0.4154
Si	4.2612	5.4739	12.7247	-0.4173	-0.4332	0.2548
Si	8.0766	5.2337	12.6027	0.2618	-0.349	0.0313
Si	2.197	7.9612	12.9305	0.0029	0.0382	-0.1842
Si	6.2279	6.7448	12.8346	0.106	0.4031	0.227
Si	10.3428	5.9233	12.099	0.1459	0.0797	-0.0096
O	3.2384	6.7257	12.9507	0.1456	0.0064	0.0125
O	8.4695	2.9775	15.2945	0.0972	0.1084	0.1646
O	-0.2259	10.818	14.6769	0.1356	-0.1066	-0.2849
O	2.452	11.4407	12.0083	0.1445	-0.0536	-0.0726
O	0.944	7.5523	13.9137	0.1237	0.0047	0.105
O	8.5706	8.9615	18.6017	-0.0677	-0.0894	-0.0911
O	10.6537	6.15	15.2346	0.0129	0.0448	0.0006
O	7.5883	9.9817	14.1989	0.0965	0.1226	-0.3329
O	2.9282	9.3212	13.5457	-0.0278	-0.0485	0.1391
O	-0.2127	-0.911	12.1635	-0.089	-0.0262	-0.3222
O	3.8932	4.479	13.9992	0.2815	0.0628	-0.1892
O	16.3116	0.4921	13.3378	-0.1849	-0.0207	-0.008
O	1.0028	4.7673	29.0617	-0.1524	-0.0483	0.0602
O	-3.7264	10.0779	28.8272	0.1555	0.4409	0.5675
O	8.9182	5.6169	29.1762	0.3321	0.0066	0.0708
O	2.5681	7.8869	29.1682	-0.0285	-0.1542	0.4359
O	11.672	10.0935	29.1021	0.0999	0.2984	0.2772
O	-25.353	18.1954	31.162	0.1146	0.0999	0.3855
O	6.4751	5.0497	28.0511	0.0134	-0.1008	-0.0756
O	9.7657	2.3105	29.0561	0.03	-0.1318	0.3116
O	15.4478	11.2328	28.5745	-0.0785	0.0799	0.2138
O	6.2538	2.718	29.3285	0.0687	-0.1195	0.1833
O	3.6907	4.4481	29.4593	-0.0004	0.0683	0.1195
O	-1.3041	7.8433	28.7125	-0.0333	-0.2345	0.2363
Si	6.4592	3.4248	27.8844	-0.1115	-0.0769	-0.201
Si	3.2114	9.9023	19.5776	0.0016	0.1008	-0.0569
Si	11.786	1.6762	24.2412	-0.0742	-0.0545	0.0959
Si	2.3967	8.0863	27.5492	0.0502	-0.135	-0.3552
Si	6.3771	3.2509	20.3413	-0.022	-0.1004	-0.0487
Si	2.854	1.9171	16.8884	-0.0085	-0.0557	0.1556
Si	6.5512	6.3925	20.0724	0.0309	0.0042	0.0394
Si	5.3728	10.3508	22.8772	-0.0251	0.0633	0.0591
Si	3.9706	5.4035	23.3103	-0.0621	-0.0137	0.1007
Si	7.9981	3.0973	13.7473	-0.1396	0.0599	0.0982
Si	5.2053	10.7818	17.3114	-0.0526	0.2189	0.2157
Si	11.329	4.2159	25.7012	0.2122	-0.0742	-0.1756
Si	6.4881	3.4424	23.4692	-0.0299	-0.0837	-0.0629
Si	-1.2078	5.771	16.7882	0.1284	-0.0461	0.1409
Si	8.0617	7.721	17.7084	0.0968	0.0525	0.1767
Si	11.8888	10.5303	18.858	0.0474	0.1032	0.0555
Si	9.2231	9.732	19.8608	0.072	0.0484	-0.0268
Si	7.8722	1.1997	18.6252	-0.0578	-0.0393	0.083
Si	0.1506	11.5936	16.0559	-0.0323	0.1084	0.1577
Si	7.1391	9.0461	27.7808	-0.4057	-0.1122	-0.2585
Si	2.344	3.9105	28.6908	0.265	0.1269	-0.3242
Si	9.573	14.5822	23.4687	0.1238	-0.064	0.0032
Si	2.5168	3.854	14.5905	-0.139	-0.0634	0.1189
Si	10.0793	-0.047	25.8095	0.2229	0.0466	-0.2705
Si	4.414	10.3153	27.3744	0.0856	-0.0245	-0.1795
Si	7.762	9.4548	24.6147	0.1509	0.2178	-0.135
Si	9.4405	2.6159	27.5021	0.072	-0.2277	-0.3997
Si	6.6574	8.9971	15.1394	0.0484	0.0881	0.0441
Si	9.5594	2.7626	16.4786	-0.0675	-0.0496	-0.1598
Si	4.9409	12.8367	25.6731	-0.0927	-0.0795	-0.0904
Si	3.0937	12.1726	23.6031	-0.0842	-0.0468	0.0574
Si	4.4021	12.315	21.0771	-0.0035	-0.0749	-0.0297
Si	4.3642	7.8551	21.5558	0.0334	0.1169	0.0467
Si	11.9529	5.215	19.0317	-0.079	-0.0853	-0.1293
Si	10.6393	5.5798	21.6285	0.0412	-0.0893	-0.0309
Si	8.6	7.7551	22.1459	0.0078	0.1357	0.0234
Si	1.8139	4.6157	21.2646	-0.0855	-0.1321	-0.0614
Si	1.1583	2.4597	19.4062	-0.0447	-0.0049	-0.0003
Si	2.3849	5.3601	26.1031	-0.1693	0.231	-0.0152
Si	11.1733	9.0063	28.0084	0.0529	-0.0383	-0.4847
O	10.3206	4.6616	24.5074	-0.0652	-0.0099	0.0208
O	3.1503	5.1683	24.6873	0.0406	-0.0385	0.0165
O	5.9295	2.2174	24.4037	0.0044	0.0606	0.031
O	5.5444	9.8636	15.9966	0.0284	-0.1158	-0.2812
O	6.9348	6.9497	18.5926	-0.023	-0.001	-0.027
O	3.2048	9.3477	26.8799	-0.0471	-0.0161	0.1219
O	2.6593	4.0955	27.0979	-0.0643	-0.1061	0.2322
O	0.7554	5.4515	25.9287	-0.0072	-0.069	0.0471
O	4.9352	13.4555	20.0486	-0.0154	0.0227	0.0258
O	1.4828	12.1647	23.3596	0.0624	0.0194	-0.0243
O	4.399	9.8697	18.4353	0.0268	-0.0496	-0.0082
O	7.4715	9.0863	26.1766	0.0435	-0.0172	0.2482
O	3.735	13.0303	22.3775	0.0136	0.0665	-0.0201
O	9.0594	10.439	24.6312	-0.1042	-0.0527	0.0375
O	8.0623	8.1555	23.6475	-0.0008	-0.1284	-0.0258
O	6.6822	3.0305	21.916	0.0197	-0.0165	0.0565
O	12.4317	8.3479	27.2251	-0.0901	-0.0112	0.1489
O	8.92	1.6775	17.4872	0.0317	0.0317	-0.0172
O	5.2758	2.9773	26.845	0.0668	0.0808	0.1502
O	10.8495	9.648	19.7355	-0.0148	-0.0316	-0.0059
O	1.747	11.872	16.199	0.0071	-0.0794	-0.1189
O	10.9742	2.1027	15.9914	0.0134	0.0049	0.0057
O	0.1836	3.6009	18.7607	0.0491	0.0519	0.0399
O	3.8836	10.7095	23.5277	0.0087	-0.0108	-0.0173
O	11.4831	11.2456	25.0713	-0.036	0.038	0.0233
O	11.949	1.0687	19.5566	-0.0084	-0.0281	-0.0112
O	13.3798	5.4457	19.8231	0.0045	0.0171	0.0681
O	5.4738	4.7519	23.5166	0.0472	0.0777	0.0089
O	11.3215	10.6617	17.3246	-0.0272	-0.03	-0.0386
O	5.5473	9.3136	27.9421	0.0816	0.0031	0.0726
O	3.2037	4.7006	22.0568	0.0366	-0.0187	-0.0263
O	1.2648	4.9117	14.4241	-0.0799	0.1029	0.0924
O	2.4422	2.2443	18.4292	0.0511	0.0098	-0.0643
O	6.4125	4.7974	19.9445	-0.0281	0.0802	-0.0353
O	10.2526	9.6782	26.8566	-0.0175	-0.1265	0.3337
O	6.4101	2.5402	13.7488	0.3514	-0.2931	-0.4023
O	3.4209	1.9567	25.0427	0.0952	0.0033	0.0141
O	5.085	11.3115	26.2611	-0.0148	-0.0089	0.0959
O	1.7585	9.8309	18.8443	0.0024	-0.0337	0.0251
O	3.9183	6.9855	22.8775	-0.0202	0.0074	-0.0827
O	5.0697	6.9115	20.4561	-0.0241	-0.0213	-0.0551
O	-0.8738	5.7321	19.9992	-0.0103	0.0351	0.0295
O	8.6592	11.2455	19.7348	0.0083	0.0007	0.0021
O	7.8975	3.0315	27.2517	-0.0991	0.0056	0.1188
O	6.5321	10.3292	24.0029	-0.0202	-0.0667	0.02
O	3.2518	8.6983	20.6923	-0.0094	-0.1104	0.0547
O	5.6491	11.3985	21.6449	-0.0363	0.0033	0.0017
O	0.2185	5.9646	17.5966	-0.1183	-0.0452	0.0279
O	9.8292	4.2657	17.0123	0.0155	0.0379	0.0325
O	8.81	-1.7964	21.3128	-0.0077	-0.0712	0.0543
O	4.285	12.0715	16.8799	0.0173	-0.0279	-0.0892
O	10.4132	2.2058	23.4649	-0.0841	0.0708	-0.0543
O	12.1667	5.2212	22.157	0.0046	0.0561	0.0607
O	1.5813	3.0331	20.8759	0.0553	0.0809	0.0644
O	7.5351	8.2321	16.2702	0.0129	-0.0261	-0.0872
O	5.4326	8.8906	22.1888	-0.0067	-0.0426	-0.0239
O	10.0212	-3.9958	22.2789	-0.0114	0.0072	0.0227
O	7.5838	6.8043	21.2771	0.0262	-0.0505	-0.0013
O	3.3112	11.3282	20.3769	0.0365	0.0084	-0.0218
O	6.5976	0.4108	17.9708	-0.0521	-0.0683	-0.0476
O	8.0258	3.6483	23.9819	-0.0315	-0.0061	0.0136
O	12.2099	2.9116	25.222	-0.0656	0.0577	0.0503
O	9.665	4.3079	21.9792	0.0187	0.0248	-0.0311
O	7.4689	2.5539	19.3957	-0.0073	0.0529	0.0119
O	2.8632	3.3561	16.1109	-0.047	0.182	-0.2323
O	9.5999	1.2896	26.5747	-0.0858	0.162	0.2355
O	10.4528	3.794	27.0067	-0.0145	0.0699	0.1944
O	14.5034	6.7559	26.7537	0.0319	0.0424	0.194
O	13.6954	2.5165	13.7776	0.0184	-0.0056	0.028
O	7.3802	7.5225	28.2368	0.1426	-0.0744	-0.032
O	15.7943	-11.9439	30.9235	-0.0241	0.2986	0.3828
O	13.6061	2.3722	29.0811	-0.0859	-0.1175	0.2705
O	6.0641	7.835	14.1292	-0.0424	-0.2816	-0.3481
O	9.3043	6.7506	17.4188	-0.0273	0.0499	-0.0047

Results
free energy: -180328.980 eV
free energy less fixed offsets of O -568.88, Si -635.61 eV per atom: 0.820 eV

The program warned: the cutoff lies below the one the program advises for these potential files; the exchange-correlation potential is rough where the density is thin.
